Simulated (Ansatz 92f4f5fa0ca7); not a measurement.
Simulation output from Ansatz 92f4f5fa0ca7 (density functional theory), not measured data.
Periodic cell of 255 atoms, Si165O90, from a study of silicon, its oxide and their interface. The atomic structure is a simulated model.
Doubt: the cutoff is far below the 930 eV that the study's wrapper takes by default for these files, so forces and energies are approximate.

Settings
functional: PBE
potential files: Ansatz PAW
basis: plane waves
wave-function cutoff: 580 eV
density cutoff ratio: 5
exchange-correlation grid ratio: 1
k mesh: 1 x 1 x 1, Gamma-centred
self-consistency stop: 5e-08 eV per atom in the density residual
occupations: fixed
spin: none
net charge: 0

Cell vectors (angstrom)
a 10.938 0 0
b 0 10.938 0
c 0 0 37.7294

Atoms and the computed forces on them: element, x, y, z (angstrom), force x, y, z (eV/angstrom)
Si 0 0 0.683 0.0112 -0.0426 -0.0066
Si 5.469 0 0.683 -0.0299 0.0079 0.0143
Si 2.7345 2.7345 0.683 0.0083 -0.0343 0.0084
Si 8.2035 2.7345 0.683 -0.04 -0.0381 0.0002
Si 0 5.469 0.683 -0.0684 0.0356 -0.0098
Si 5.469 5.469 0.683 -0.0241 -0.0523 -0.008
Si 2.7345 8.2035 0.683 -0.0286 0.0089 -0.0116
Si 8.2035 8.2035 0.683 0.045 -0.0765 0.0053
Si 1.3673 1.3673 2.0503 0.0802 -0.0747 0.0842
Si 6.8362 1.3673 2.0503 -0.0121 0.1293 -0.1172
Si 4.1018 4.1018 2.0503 0.1193 -0.019 0.018
Si 9.5708 4.1018 2.0503 0.0184 0.1016 -0.0396
Si 1.3673 6.8362 2.0503 0.0349 0.0217 -0.0783
Si 6.8362 6.8362 2.0503 0.0734 -0.0287 0.0901
Si 4.1018 9.5708 2.0503 -0.0858 0.0024 -0.058
Si 9.5708 9.5708 2.0503 0.0625 -0.0104 0.0363
Si 2.7345 0 35.6779 0.0057 -0.0135 0.0515
Si 8.2035 0 35.6779 0.0223 -0.0533 -0.0117
Si 0 2.7345 35.6779 -0.1149 -0.0441 0.0103
Si 5.469 2.7345 35.6779 -0.0944 -0.1094 0.0095
Si 2.7345 5.469 35.6779 -0.0661 0.0172 -0.019
Si 8.2035 5.469 35.6779 -0.0291 0.0073 0.0463
Si 0 8.2035 35.6779 -0.0987 -0.0694 -0.0115
Si 5.469 8.2035 35.6779 -0.0402 -0.1234 0.0186
Si 4.1018 1.3673 37.0452 0.0273 -0.0046 0.0147
Si 9.5708 1.3673 37.0452 -0.002 0.0528 0.0153
Si 1.3673 4.1018 37.0452 0.0164 0.0007 0.0044
Si 6.8362 4.1018 37.0452 0.0529 0.0339 -0.0104
Si 4.1018 6.8362 37.0452 0.0188 0.0424 0.0136
Si 9.5708 6.8362 37.0452 0.0107 0.0417 0.0009
Si 1.3673 9.5708 37.0452 0.0251 -0.01 -0.0135
Si 6.8362 9.5708 37.0452 0.004 0.0255 0.0056
Si 0.2805 -0.231 27.3839 -0.0993 0.1231 -0.2333
Si 5.7709 -0.3086 27.6448 0.0534 -0.2085 -0.3322
Si 2.466 2.8779 27.4109 -0.1075 -0.0193 0.0421
Si 7.7945 2.8497 27.5696 0.0356 -0.0446 -0.231
Si 0.2314 5.1664 27.303 0.0548 -0.1445 -0.1588
Si 5.4229 4.9762 27.3909 0.0421 -0.0651 0.1248
Si 2.5404 8.4578 27.5234 -0.0036 -0.1901 -0.3759
Si 7.8933 8.409 27.6574 -0.1547 0.0648 -0.3551
Si 1.3371 1.3181 28.8195 0.0266 0.1213 -0.2618
Si 6.8016 1.3068 29.0152 -0.0735 -0.0173 -0.1367
Si 4.0041 3.9573 28.9142 -0.1505 -0.0788 -0.2159
Si 9.5107 4.0825 28.6936 -0.0054 0.0051 -0.0642
Si 1.3852 6.7354 28.7133 -0.0353 0.114 -0.075
Si 6.6354 6.736 28.744 0.0501 -0.1819 -0.311
Si 4.0812 9.5456 28.9236 0.0739 0.1434 -0.1985
Si 9.5235 9.6385 28.8085 0.1743 -0.0143 -0.1992
Si 2.726 0.0138 30.2309 -0.0406 -0.0138 0.1406
Si 8.2338 -0.0063 30.2896 0.094 0.0306 0.1337
Si -0.0828 2.6966 30.1486 -0.0472 0.0364 -0.0953
Si 5.3718 2.6369 30.2962 -0.0181 -0.0034 0.1682
Si 2.6998 5.4287 30.2003 -0.0377 0.0639 0.0318
Si 8.1424 5.454 30.1101 -0.0087 -0.0064 -0.039
Si -0.0413 8.1518 30.0982 0.1456 0.0186 -0.0343
Si 5.3851 8.0945 30.2251 -0.0304 -0.0264 0.1098
Si 4.0399 1.3169 31.6851 0.0162 0.058 -0.0505
Si 9.5675 1.3734 31.6298 -0.0149 -0.0549 -0.0002
Si 1.3005 4.0677 31.5389 0.0248 -0.0154 -0.0525
Si 6.8089 4.0739 31.5449 0.0024 -0.0181 -0.0701
Si 4.0369 6.7764 31.62 0.0357 0.0343 0.0027
Si 9.5231 6.8163 31.5137 -0.0246 -0.0082 -0.0395
Si 1.3304 9.5221 31.5291 -0.0082 -0.0071 -0.1171
Si 6.8129 9.5013 31.5513 -0.0154 0.0212 -0.0013
Si -0.0003 -0.0335 32.941 -0.0105 0.0336 -0.0411
Si 5.4669 -0.057 32.9561 -0.0485 -0.0177 0.0086
Si 2.6747 2.7369 32.9664 -0.0058 -0.0323 -0.0342
Si 8.1763 2.738 32.9563 0.0053 -0.0227 -0.0453
Si -0.0419 5.4568 32.9115 -0.0244 -0.0102 -0.0745
Si 5.4584 5.4343 32.9472 -0.0267 0.0306 -0.043
Si 2.6907 8.187 32.9493 0.0155 -0.0251 -0.0576
Si 8.1887 8.1742 32.9321 0.0179 -0.0209 -0.0358
Si 1.3444 1.3451 34.3217 0.0251 -0.0128 -0.0143
Si 6.8209 1.3476 34.3114 0.0115 0.0037 -0.0286
Si 4.0822 4.0856 34.3154 0.0131 -0.0022 -0.0192
Si 9.5558 4.0978 34.3103 -0.0158 0.0133 0.0023
Si 1.334 6.8113 34.303 0.0051 0.0323 0.0011
Si 6.8228 6.8176 34.3083 0.0131 0.0003 -0.0145
Si 4.0789 9.5432 34.3174 0.023 0.0089 -0.0222
Si 9.5556 9.5517 34.3044 -0.0088 0.0173 -0.0218
Si 2.7538 0.0045 3.4365 0.0104 0.011 0.0371
Si 8.2067 0.0173 3.3966 0.0271 -0.0293 0.0002
Si 0.0138 2.7525 3.4054 -0.0631 0.0141 -0.0106
Si 5.4844 2.7402 3.4281 -0.013 -0.0116 0.0215
Si 2.7474 5.4782 3.4063 -0.0274 0.0147 0.007
Si 8.2083 5.4623 3.4376 -0.0035 0.0086 0.0426
Si 0.0224 8.2105 3.4228 0.035 -0.0548 0.0382
Si 5.4668 8.2111 3.4063 -0.0065 0.0077 -0.0164
Si 4.1432 1.3678 4.8131 -0.0404 0.0391 0.0339
Si 9.5619 1.3997 4.7459 0.0909 -0.0089 0.0153
Si 1.4111 4.0932 4.7662 0.0382 0.0036 0.0684
Si 6.8466 4.0851 4.8336 -0.0158 0.009 0.0475
Si 4.1183 6.833 4.7738 0.0443 -0.001 0.0504
Si 9.608 6.8279 4.7884 -0.0085 0.0344 -0.0109
Si 1.4074 9.5554 4.8157 -0.0539 -0.0061 0.0005
Si 6.8126 9.6174 4.7419 0.009 -0.0541 0.0203
Si 0.0087 0.0579 6.0776 -0.0636 0.0681 0.0449
Si 5.5252 0.0302 6.2191 0.0098 -0.0502 -0.0332
Si 2.7827 2.749 6.165 0.0513 -0.0497 0.1067
Si 8.2114 2.6802 6.2121 0.0499 0.0402 -0.0095
Si 0.0639 5.4382 6.1466 -0.0015 -0.0006 -0.0097
Si 5.4515 5.4718 6.1729 -0.0135 0.0038 0.1023
Si 2.8227 8.1946 6.1976 -0.045 -0.0453 -0.0357
Si 8.1929 8.2569 6.0399 -0.0553 0.0277 0.0577
Si 1.4101 1.3452 7.4884 0.05 0.0037 -0.1808
Si 6.8762 1.3407 7.6994 0.053 -0.0549 0.1008
Si 4.1318 4.08 7.629 -0.1178 0.1092 0.1074
Si 9.6605 4.0266 7.5026 0.1805 -0.1832 -0.0821
Si 1.4359 6.8009 7.5192 0.1865 -0.198 0.1327
Si 6.8667 6.9035 7.427 -0.0161 0.0838 -0.2271
Si 4.1994 9.5766 7.5858 0.0716 -0.0929 -0.0062
Si 9.4526 9.7299 7.3776 -0.1018 0.0642 -0.1258
Si 2.7773 -0.008 8.8693 -0.079 0.08 0.0968
Si 8.2364 -0.0463 9.1409 0.0824 -0.0199 0.2543
Si 0.0505 2.6148 8.9231 -0.0648 0.1884 0.3497
Si 5.5555 2.7435 9.0787 -0.1246 0.1219 0.1012
Si 2.7083 5.4005 9.0972 -0.0985 -0.0221 0.3975
Si 8.2897 5.503 8.6312 -0.037 0.0582 0.0842
Si -0.0411 8.3499 8.4606 0.0732 0.0357 -0.0592
Si 5.6377 8.2535 8.9583 0.0671 -0.1107 0.1615
Si 3.8272 1.5691 10.2801 0.1724 -0.2513 0.3579
Si 9.9741 1.0341 10.4009 0.1231 0.0038 0.2584
Si 1.4427 3.6397 10.5774 -0.1292 0.0246 -0.1356
Si 6.8756 4.4876 10.1499 0.1258 0.1064 0.3901
Si 4.5265 6.607 10.1632 -0.174 0.0437 0.2576
Si 9.5326 7.0826 9.7949 0.2029 -0.0897 0.5475
Si 1.0976 9.6938 9.9626 0.0794 -0.2318 0.392
Si 7.29 9.1443 10.5555 -0.0006 0.0237 0.4025
O 3.0484 13.3645 19.0886 0.0332 0.0237 0.0528
O 14.1707 2.1848 26.0945 -0.1066 0.1278 0.0881
O 8.6541 7.2773 21.6759 -0.004 -0.0261 0.0481
O 8.4893 8.0045 10.7106 -0.07 -0.0105 -0.3844
O 5.2023 0.4755 26.3254 -0.0385 0.0721 0.0371
O 4.3222 5.2066 26.1348 0.21 -0.0505 0.3589
O 5.6964 5.5238 10.6439 -0.1519 -0.0074 -0.4077
O 20.7833 19.1637 19.5644 -0.0047 0.049 -0.0619
O 4.1621 5.1062 13.0594 -0.1369 0.0273 -0.0403
O -9.5259 11.0732 15.494 -0.0168 0.1095 0.0037
O 7.9181 4.4289 11.4563 -0.1934 -0.0466 -0.3318
O 2.7192 13.5675 10.8934 0.006 0.1383 -0.3067
O 7.7003 39.8807 18.4756 -0.0527 0.0015 0.0182
O 0.1423 -0.1675 10.7973 -0.1204 0.1361 -0.49
O 9.6679 1.7024 11.9039 -0.1439 -0.2354 -0.3988
O 6.7605 15.723 13.7878 0.088 0.0313 -0.1044
O 1.3339 12.8641 23.8222 0.0529 -0.0431 0.1815
O 10.5603 27.7319 25.903 0.0767 -0.0647 0.1779
O 17.5974 -8.3458 22.4692 -0.1006 -0.0428 -0.0396
O -13.3807 17.3218 24.2146 0.1161 -0.083 0.22
O 7.4797 12.7773 19.8414 0.0219 -0.0177 -0.0348
O -5.378 -4.7993 19.5985 0.0915 -0.0175 0.0072
O -7.9664 10.6596 25.0809 0.0082 0.1807 0.0501
O 21.5928 5.8647 20.6137 0.0197 -0.0791 0
Si 0.1737 22.7496 24.295 -0.0027 -0.1094 -0.3365
Si 15.1286 1.6882 18.1489 -0.0482 0.0016 -0.0742
Si 1.8994 25.0801 22.9771 -0.1331 -0.0571 -0.2186
Si -13.5563 1.905 24.7515 -0.0937 0.0846 -0.4075
Si 6.8468 14.8582 23.3568 0.0589 -0.0438 -0.2513
Si 28.6782 5.7385 18.6495 -0.0779 0.0139 -0.0679
Si -6.1676 29.4241 22.9079 0.1245 0.0352 -0.1049
Si -0.5428 35.5752 12.9402 0.0911 -0.0574 0.1229
Si 27.1461 4.1549 13.7542 0.033 -0.017 0.249
Si -6.2813 34.0358 13.1415 -0.0502 0.1032 0.4096
Si 43.6362 26.1121 20.8003 0.052 0.0578 0.0108
Si 10.8755 3.2511 17.9569 0.0568 0.0477 -0.0921
Si -7.5289 6.5163 12.8081 0.176 -0.0116 0.3992
Si 36.8266 22.8339 25.3394 0.067 -0.0759 -0.1378
Si -4.4027 9.734 13.7345 -0.1374 0.0064 0.2926
Si 3.1484 9.0843 24.6869 0.0693 -0.1705 -0.4638
Si -17.8197 39.1518 20.1443 0.0363 0.0985 0.0119
Si 29.6026 17.543 22.802 -0.1212 0.1347 -0.2525
Si 5.9578 23.308 20.2762 -0.0045 -0.0768 0.2349
Si 20.9221 -3.7653 14.0804 -0.0332 0.0156 0.2707
Si 15.1698 8.3038 15.12 0.029 0.2662 0.0542
Si -24.6228 26.7338 13.0161 -0.2114 0.1371 0.2335
Si -7.7522 -15.2504 17.4082 -0.0245 0.0686 -0.0465
Si -16.8727 4.2891 16.8452 -0.0071 0.041 -0.0711
Si 14.4966 36.0432 20.44 -0.0137 0.0419 0.0627
Si -11.7794 7.3723 20.9285 -0.0643 0.0164 0.1094
Si -1.8652 -3.0705 18.1665 0.1112 0.0349 -0.0675
Si 13.9526 0.3096 15.5012 -0.054 -0.1393 -0.0722
Si 11.1932 -4.8632 16.5475 -0.0113 0.0216 0.0395
Si -15.7892 12.1146 23.0564 0.2159 0.063 -0.0345
Si 11.7484 29.1396 11.7555 -0.2248 0.2536 -0.0006
Si 0.3901 19.7955 23.3707 0.1121 -0.0092 -0.2586
Si -12.9226 20.637 15.7649 0.1559 -0.014 -0.0479
Si -1.3678 -3.9363 25.2658 -0.0754 0.1068 -0.0513
Si 25.9612 4.96 24.5261 0.1836 0.1276 -0.4472
Si -24.4176 14.1032 19.6048 0.0041 0.0232 0.0372
Si 0.142 23.0109 15.6543 0.0656 -0.2992 0.0556
O 3.6479 15.9952 17.3414 -0.0091 -0.0457 -0.0118
O 15.0828 7.3597 21.4127 -0.0354 -0.0306 0.0154
O 4.0687 28.2819 23.8116 -0.1103 -0.0839 0.1632
O -3.6634 5.1094 22.3501 0.0034 -0.0223 0.155
O -21.4593 34.8005 17.0321 -0.0213 0.1143 0.0757
O 10.901 18.8466 12.9702 0.1578 -0.0453 -0.191
O 14.1005 18.0046 18.9837 -0.0274 -0.0029 0.0006
O 21.7881 6.1049 14.9583 0.0099 -0.0058 -0.0783
O -3.2655 -11.8335 14.8469 -0.0665 -0.0075 -0.1306
O -2.5325 12.7828 26.3779 -0.127 0.1173 0.2676
O -6.1093 25.8252 15.287 -0.0249 0.0289 -0.0476
O -1.1315 -10.7986 15.8102 -0.0413 0.0584 0.0183
O 4.2595 -3.3989 16.563 0.0264 -0.0428 0.0346
O 3.6221 9.7702 15.3447 0.0052 -0.0731 -0.0006
O 7.9567 -7.4505 24.4633 -0.0131 -0.1148 0.0146
O 5.9134 11.3516 21.6068 0.0171 0.1116 -0.0553
O -4.3348 25.7443 26.9421 0.1259 0.1131 0.4097
O -3.3754 4.5304 19.3889 0.0248 -0.0293 0.0434
O 23.7712 6.1925 12.3079 -0.0161 -0.2273 -0.1181
O 6.8246 -23.3089 26.9698 -0.065 0.0706 0.7488
O -25.8481 20.3729 12.1827 0.0828 -0.058 -0.6676
O 37.2292 41.7754 23.6471 -0.0897 0.0606 0.2021
O 1.3293 25.8565 26.824 0.0282 0.0365 0.3716
O 12.8404 8.5208 23.8184 0.0697 0.0277 0.1894
O 14.221 18.3614 14.1424 -0.0929 -0.1618 -0.1635
O -17.1896 12.2723 23.8856 -0.2965 -0.054 0.3486
O -16.1384 22.0773 13.7485 0.0376 -0.0072 -0.0802
O -2.1876 17.3025 13.3665 -0.0475 -0.0765 -0.2025
O 1.6982 -4.1508 16.7929 -0.0151 -0.0107 0.0082
O -0.5866 -2.7616 24.47 -0.0445 -0.0446 0.1674
O 27.011 13.7779 20.5164 0.058 0.0083 -0.0313
O 0.6906 36.8252 22.205 0.0355 -0.0052 0.0435
O 11.101 11.4316 25.8853 -0.033 -0.1471 0.4885
O -9.7001 -1.5451 27.0858 0.1129 0.0135 0.2991
O 6.2948 27.1057 17.1744 0.036 -0.0132 -0.0188
O -6.7652 18.2712 11.6274 0.0486 -0.0252 -0.425
O -16.2053 -2.4538 14.3705 0.1227 -0.0283 -0.1351
O 16.1161 13.8003 17.588 0.0585 0.0049 0.0099
O 9.3864 36.2617 20.893 -0.0238 -0.0096 -0.0652
O 2.8354 13.567 21.769 -0.0576 0.0214 0.0804
O -25.5582 0.7793 24.1445 0.0071 0.0317 0.139
O 33.0673 15.4719 17.019 -0.0339 -0.0304 0
O 6.3952 18.4563 22.9361 0.0017 -0.0183 0.0367
O 21.6386 17.3582 10.8117 -0.1745 -0.0236 -0.1292
O -2.2082 18.6151 26.4612 -0.0236 -0.0183 0.0497
O 24.6168 15.1163 23.9986 0.1039 0.0398 0.2319
O 26.1658 22.5906 11.6374 -0.0882 0.0745 -0.4633
O 31.1727 13.8878 18.2539 -0.0464 0.0013 0.036
O -5.7943 0.6851 19.0464 0.0686 0.0867 0.0785
O 11.5437 25.484 19.4426 -0.0208 -0.0443 0.0064
O 31.9281 17.8111 17.3562 -0.0204 -0.0326 0.002
O 0.2019 32.3498 23.3494 0.0005 0.0959 0.1596
O -16.5968 -8.2175 12.992 0.0515 0.0428 -0.1538
O 3.3191 -13.678 26.059 -0.1218 0.0081 0.384
O -18.4725 15.8044 20.4925 0.0156 -0.0733 -0.009
O 9.5988 19.3436 15.0424 0.0112 -0.1045 -0.1074
O 1.5861 -2.4275 11.0316 0.0318 0.1366 -0.0699
O 10.9802 23.9106 14.2925 -0.0591 0.1755 -0.3374
O 3.4284 1.25 14.2248 0.0501 0.039 -0.1725
O 31.5909 12.5676 23.9965 0.0001 0.0187 0.1542
O -10.774 8.2239 21.8855 0.0519 0.0075 0.0689
O 8.7105 9.2177 17.3151 -0.0648 0.0067 0.1002
O 16.3655 26.0746 24.0549 -0.1665 -0.0039 0.1174
O -1.6582 14.7212 13.5552 0.0778 -0.0675 -0.0831
O 14.4368 11.8484 16.9256 0.0229 0.0268 0.0319
O 22.4651 14.4998 12.0401 0.3525 0.2156 -0.3925

Results
free energy: -156076.576 eV
free energy less fixed offsets of O -568.88, Si -635.61 eV per atom: -1.726 eV

The program warned: the cutoff lies below the one the program advises for these potential files; the exchange-correlation potential is rough where the density is thin.
